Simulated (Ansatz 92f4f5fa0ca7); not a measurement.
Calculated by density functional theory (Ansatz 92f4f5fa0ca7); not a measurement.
Periodic cell of 189 atoms, Si117O72, from a study of silicon, its oxide and their interface. The atomic structure is a simulated model.

Settings: functional r2SCAN; potential files Ansatz norm-conserving; basis plane waves; wave-function cutoff 1300 eV; density cutoff ratio 4; exchange-correlation grid ratio 1; k mesh 2 x 2 x 1, shifted by 0.5 0.5 0.5 of a step; self-consistency stop 5e-08 eV per atom in the density residual; occupations Fermi-Dirac, 0.05 eV; spin none; net charge 0.

Cell vectors (angstrom)
a 11.5403 0 0
b 0 11.5403 0
c -5.732 1.8679 26.5471

Atoms and the computed forces on them: element, x, y, z (angstrom), force x, y, z (eV/angstrom)
Si 7.9625 -0.0391 -0.923 -0.1026 -0.0366 -0.6134
Si 8.0066 3.0862 -1.0636 -0.041 -0.1291 -0.7012
Si 8.1884 8.3937 -1.3419 0.0085 -0.1175 -0.3705
Si 0.2015 0.6966 -1.3963 -0.1575 0.1511 -0.7166
Si 0.3641 3.762 -0.731 -0.0636 0.212 -0.8403
Si 0.52 6.9162 -1.1579 0.0812 -0.307 -0.4545
Si 3.7997 -0.298 -1.0851 -0.004 0.482 -0.0621
Si 4.3071 4.2243 -1.0966 0.024 -0.2585 -0.6802
Si 4.4606 7.3843 -1.2168 0.2127 -0.3265 -0.1764
Si -1.5531 0.0272 0.1891 0.2084 0.0489 -0.243
Si -1.6597 3.7225 0.3223 -0.4019 -0.1434 -0.134
Si -1.4605 7.6927 0.0207 -0.0268 0.0107 -0.1342
Si 1.9822 0.0684 0.2247 -0.0156 -0.1715 -0.2797
Si 2.3893 3.8037 0.315 0.485 0.0896 -0.1267
Si 2.4191 7.6133 0.1051 -0.0266 -0.1972 -0.1114
Si 5.9146 -0.1611 0.1859 -0.2342 0.1013 -0.3438
Si 6.1582 3.7009 0.2575 -0.0697 0.0589 -0.1028
Si 6.3398 7.6815 0.1277 0.0862 0.1033 -0.2361
Si -1.5968 1.8407 1.6621 0.0786 0.0465 0.2821
Si -1.6264 5.7714 1.4988 -0.073 0.0487 -0.0022
Si -1.445 9.5765 1.4954 0.0059 -0.0359 -0.0298
Si 2.2788 1.8842 1.6386 0.0618 0.1431 0.0913
Si 2.3777 5.7495 1.6071 0.034 0.1643 0.1449
Si 2.1934 9.5825 1.4754 -0.0396 -0.1582 -0.0427
Si 6.0104 1.7839 1.5637 -0.1598 -0.1104 0.1013
Si 6.2827 5.7087 1.5109 0.0177 0.0466 0.0243
Si 6.1111 9.5273 1.5586 -0.0169 -0.1006 0.269
Si 7.9632 1.8231 2.9206 0.0254 -0.0306 -0.0162
Si 8.0927 5.7245 2.9676 0.0306 0.0432 0.0078
Si 8.0926 9.5835 2.8607 -0.0092 -0.0207 -0.0712
Si 0.3524 1.8972 2.9747 -0.1028 -0.0414 -0.0041
Si 0.3499 5.7195 2.881 0.0677 0.0745 -0.0982
Si 0.3796 9.5527 2.9661 0.0269 0.0103 0.0092
Si 4.1803 1.8397 2.9909 0.0669 -0.1247 -0.054
Si 4.3304 5.7218 2.9179 -0.0962 -0.0212 -0.0938
Si 4.1488 9.558 2.8724 0.0956 0.0819 -0.0676
Si -3.5092 -0.0646 4.2938 0.0466 0.0169 0.0216
Si -3.5008 3.7581 4.2772 0.0042 0.0084 -0.0701
Si -3.4795 7.6745 4.2651 0 -0.0445 -0.0741
Si 0.3681 -0.0279 4.318 0.0756 0.056 0.0251
Si 0.3538 3.808 4.3111 -0.0343 -0.0729 0.0375
Si 0.3591 7.6126 4.2924 -0.0851 0.0352 -0.0665
Si 4.1983 -0.0829 4.2979 0.0075 0.0276 -0.0241
Si 4.2491 3.7826 4.2934 0.0257 -0.0436 -0.0105
Si 4.2259 7.6531 4.2555 -0.0492 0.0076 -0.0213
Si -1.5823 11.53 5.6563 -0.0439 0.004 -0.0499
Si -1.5963 3.7357 5.654 -0.0536 0.0816 0.038
Si -1.5813 7.6442 5.6329 0.0005 -0.1005 -0.0123
Si 2.3056 11.5303 5.6727 0.1187 -0.0479 -0.0104
Si 2.3191 3.7664 5.6411 -0.0116 0.1498 -0.0271
Si 2.3098 7.6044 5.6175 0.0332 -0.1262 -0.0522
Si 6.1114 11.4902 5.6716 -0.1038 -0.0573 0.0649
Si 6.1525 3.7755 5.6815 0.0391 0.0445 0.0948
Si 6.1373 7.6785 5.6315 0.0231 0.0426 0.0135
Si -1.609 1.8622 7.1222 0.1011 -0.0413 0.1021
Si -1.5869 5.6849 6.9403 -0.0343 -0.026 0.3602
Si -1.6195 9.5888 6.9502 -0.019 0.0808 -0.0346
Si 2.3584 1.9011 7.0984 -0.0367 -0.15 0.1214
Si 2.3449 5.6736 6.9789 -0.093 -0.0437 0.3192
Si 2.2881 9.5559 6.9112 0.0639 0.1258 -0.0489
Si 6.1761 1.8669 7.0939 -0.0371 -0.0687 -0.0905
Si 6.0986 5.7429 6.982 0.062 -0.0678 0.1879
Si 6.1154 9.5748 7.0245 0.0076 0.1641 -0.0684
Si 8.0081 1.7562 8.6006 0.0557 0.1748 0.2373
Si 8.0204 5.7255 8.3283 0.1998 0.0181 -0.3866
Si 8.039 9.703 8.3733 -0.0877 -0.0696 0.0041
Si 0.3825 1.8274 8.4199 0.0261 0.1831 -0.0844
Si 0.3852 5.6181 8.2727 -0.1683 -0.2448 -0.3389
Si 0.3452 9.5751 8.1757 0.0396 -0.0295 0.0113
Si 4.3242 1.9801 8.5318 0.0601 0.161 0.1376
Si 4.2261 5.7058 8.4546 -0.0212 -0.0045 0.0428
Si 4.1544 9.5562 8.3158 -0.0748 -0.0437 -0.0468
Si 8.038 11.3309 10.1322 -0.05 -0.1765 0.1815
Si 8.0216 3.8376 9.7546 0.1072 -0.0873 0.26
Si 7.9685 7.7459 9.557 0.1113 -0.1841 0.1761
Si 0.2779 11.3597 9.6449 0.1942 -0.121 -0.0015
Si 0.5211 3.743 9.7798 -0.0148 0.2106 0.2469
Si 0.3457 7.6434 9.3947 0.0587 0.0906 0.226
Si 4.2703 11.4582 9.6488 -0.0345 -0.0793 0.0294
Si 4.4199 3.9204 10.1036 -0.2128 0.1472 0.2988
Si 4.0941 7.6911 9.7495 -0.2374 -0.1579 0.2976
Si -1.3383 11.1856 11.3526 0.0667 0.5891 0.4367
Si -1.5016 4.2176 10.8839 -0.1612 0.3622 0.1134
Si -1.57 7.3945 10.6977 0.1405 -0.7707 0.0734
Si 2.2487 11.6168 10.8086 -0.0136 0.0077 0.6889
Si 2.3381 4.3021 11.2582 -0.0842 0.3127 0.1096
Si 2.0232 7.4314 10.9841 -0.2135 -0.0006 0.2078
Si 5.9003 10.7583 11.2845 -0.1744 -0.2087 0.5449
Si 6.5346 4.5469 11.5071 0.4391 0.3006 0.0464
Si 6.1073 7.6565 10.9205 0.063 0.1075 0.4382
Si -0.122 8.5871 12.8393 0.0326 -0.1587 0.2062
Si -1.9996 2.4882 22.7048 0.1012 0.2773 -0.5277
Si -1.9129 -0.8244 15.8559 -0.0169 0.0027 0.1096
Si 5.3993 2.8578 19.3728 -0.1136 -0.0273 -0.2227
Si 1.864 2.0971 13.0375 -0.0545 0.0712 0.0932
Si -2.8673 6.2169 15.9661 -0.0985 0.2049 0.1628
Si 4.4923 6.963 19.0162 0.1089 -0.1225 -0.144
Si 3.4601 9.7015 19.6409 0.069 0.1457 -0.016
Si 3.7159 11.3774 13.2474 -0.0041 -0.2971 0.1232
Si 2.3949 8.134 17.512 -0.1505 -0.0754 -0.0861
Si -3.3703 9.7542 20.8819 0.1575 -0.0075 -0.4172
Si -3.329 6.8583 21.0891 0.2093 -0.0446 -0.1666
Si -5.3493 8.5915 22.4682 -0.0362 -0.1658 -0.3821
Si 10.4427 13.0105 13.8361 -0.1075 -0.2523 0.3162
Si -5.1557 2.7388 22.1231 0.1797 0.1459 -0.1686
Si -2.7743 3.9626 13.6466 0.0168 0.107 0.2406
Si 4.3589 9.8637 15.7993 0.1878 -0.0864 0.1958
Si -3.6173 10.7227 18.1002 0.1148 0.0684 0.1833
Si 4.9581 11.8021 18.0991 0.0729 0.0113 0.0117
Si 3.0753 8.7651 22.421 0.0855 -0.0109 -0.199
Si 4.3377 4.7318 21.1334 -0.1511 0.0897 -0.0233
Si 7.3722 8.9389 15.8804 -0.0146 -0.1318 0.0684
Si -4.5522 5.4462 18.4965 0.1783 0.0385 -0.0479
Si -0.3407 8.1395 15.9786 -0.1404 0.0118 0.4265
Si -1.8283 11.1858 23.2496 -0.0378 0.0305 -0.304
Si 1.9677 5.9619 22.5949 -0.2004 -0.2115 -0.4404
Si -0.998 5.1578 22.4645 0.0602 0.0165 -0.4066
O 5.7376 6.4321 18.1054 -0.0905 -0.0532 0.2793
O 0.4925 5.6003 22.055 0.0972 0.054 0.4581
O -3.5292 2.7316 22.1933 0.0019 -0.1277 0.2284
O 2.1105 5.98 24.2049 0.0754 -0.315 0.0988
O 7.9723 1.4931 -1.6828 0.0577 0.239 0.7534
O 2.2169 9.3055 18.6471 0.3763 -0.1805 0.0414
O -4.9618 9.5969 21.2259 0.1823 -0.2063 0.3297
O 0.7631 7.4839 -2.6901 -0.067 -0.1805 0.2689
O 3.0865 12.8093 13.7502 -0.1052 -0.1082 -0.3103
O 0.3414 2.3472 -1.6359 0.0144 -0.193 0.374
O 0.0924 0.1641 -3.0119 0.1271 0.29 0.8179
O -0.8484 10.0501 23.8976 -0.3672 -0.0247 0.453
O 3.2219 -1.6411 -1.9154 0.3319 0.3646 -0.0558
O 3.6897 10.2877 14.4171 0.0805 0.2431 -0.2335
O -2.096 6.0627 21.7246 -0.0328 -0.0366 0.1607
O 4.3186 5.7889 -1.6259 0.0621 0.0337 0.3496
O -1.2787 7.563 12.3125 0.1138 0.292 -0.3743
O 4.6127 8.5515 19.3799 -0.2882 -0.0061 0.0358
O -1.5566 5.7878 10.4675 -0.0358 0.0305 0.4826
O 0.4581 1.9783 13.8656 0.1213 -0.0055 -0.3838
O 7.6222 7.386 15.5191 0.2353 -0.0264 0.0976
O -2.7414 10.4016 22.2042 0.0122 0.0455 0.1614
O -1.432 12.5431 12.3049 0.0249 -0.3392 -0.1218
O -0.7224 10.0467 12.3904 -0.0631 0.124 -0.2605
O -1.1927 0.2223 14.8757 -0.032 0.1078 -0.1748
O -1.632 4.2583 12.5304 0.0463 -0.2001 -0.5197
O -5.0041 11.5103 18.1649 -0.1326 -0.0784 -0.0185
O 1.3631 8.3171 12.2207 -0.0306 -0.0713 -0.1892
O -2.7699 5.0877 14.8175 -0.0114 -0.2185 -0.3549
O 3.4649 8.6715 16.4159 -0.0213 0.209 0.0316
O 1.7691 13.0705 11.4977 0.186 -0.3287 0.1252
O 6.3741 6.2182 11.7709 -0.1801 -0.4113 -0.318
O 8.0869 -1.5161 -1.7834 0.0015 -0.0866 0.7215
O 7.283 3.9301 12.9086 -0.3297 0.338 -0.5203
O -0.8905 9.5985 16.4635 -0.0868 -0.1052 -0.2449
O 2.2335 3.6604 12.792 -0.0143 -0.2137 -0.3912
O 5.6438 4.2159 21.9879 0.0172 -0.2354 -0.0688
O 4.3791 11.2082 16.7136 0.051 -0.2146 0.0067
O 9.2935 14.0849 14.2938 0.0621 0.1125 -0.3484
O -3.1211 -1.6289 15.0699 0.1168 0.0163 0.241
O 6.0351 9.1288 11.7561 -0.0115 0.4245 -0.5604
O -3.8947 5.9554 19.8802 -0.0921 0.1194 0.0743
O 5.8562 9.3189 15.5194 -0.1604 0.119 0.0864
O 0.9804 7.7633 16.8387 0.0373 0.1474 -0.0738
O 2.2283 7.4492 22.0325 0.1469 0.0467 0.2609
O 0.0188 8.3394 14.4225 -0.0271 0.1508 -0.3897
O -5.07 3.9145 18.7232 -0.1756 -0.0113 0.1597
O 4.847 13.408 18.218 0.1577 -0.0572 0.2219
O 2.5367 9.4237 23.7913 -0.0565 0.2723 0.1881
O 4.5736 6.1705 20.4241 -0.0184 -0.1362 0.0223
O 4.1152 11.1389 19.309 -0.0063 -0.2014 -0.1199
O 2.947 9.7929 21.1727 0.1582 -0.2507 0.0559
O 5.2373 11.5396 12.6239 -0.0134 -0.3401 -0.3069
O -1.1175 3.6147 21.9576 -0.1936 -0.0033 0.4736
O 2.6838 10.7359 12.1517 0.0181 0.4569 -0.3225
O -3.0362 10.6723 19.6018 -0.2434 -0.189 0.1006
O 2.154 5.9113 11.5906 0.1116 -0.2307 -0.338
O -3.8781 9.2249 17.4759 -0.0269 0.2314 -0.1885
O -5.5109 2.0373 20.6676 -0.0972 0.3271 0.1749
O 4.6163 8.2842 22.5502 0.0014 0.1317 0.0363
O 0.3575 5.2656 -1.4808 0.017 0.2929 0.3778
O 4.4756 3.3912 -2.4946 -0.0367 0.2073 0.2907
O 3.0767 6.8049 18.2003 0.1814 0.3818 0.1617
O -1.3569 12.538 22.4336 -0.2416 -0.1835 0.4012
O -3.4349 5.5114 17.3204 -0.1033 0.1066 -0.0888
O -1.8702 2.7368 24.3063 -0.1029 -0.4808 0.1341
O 4.094 3.6605 19.9332 0.4013 0.0701 0.1797
O -2.7512 8.2844 20.5494 -0.3422 0.0983 0.258
O -4.491 7.215 22.1858 -0.1159 0.3201 0.0745
O 3.0212 4.853 22.0478 0.068 0.2872 0.0293
O -2.5611 11.4999 17.1356 -0.1149 -0.3919 -0.1859
O -1.4199 6.9374 16.2174 -0.0758 0.1047 -0.2143

Results
free energy: -47207.980 eV
free energy less fixed offsets of O -463.61, Si -117.95 eV per atom: -27.910 eV
pressure: -1.59 GPa
stress xx, yy, zz, yz, xz, xy (GPa, positive in tension): 1.2, 2.05, 1.52, -0.01, -0.05, -0.66

The program warned: the forces do not sum to zero within the program's tolerance.
